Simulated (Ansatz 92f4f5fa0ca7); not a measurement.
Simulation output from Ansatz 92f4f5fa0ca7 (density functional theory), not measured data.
Periodic cell of 462 atoms, Si286O176, from a study of silicon, its oxide and their interface. The atomic structure is a simulated model.
This geometry differs little from another in the collection (a relaxation step or a small displacement).

Settings: functional r2SCAN; potential files Ansatz PAW; basis plane waves; wave-function cutoff 800 eV; density cutoff ratio 5; exchange-correlation grid ratio 1; k mesh 1 x 1 x 1, Gamma-centred; self-consistency stop 1e-10 eV per atom in the density residual; occupations fixed; spin none; net charge 0.

Cell vectors (angstrom)
a 16.3305 0 0
b 0 16.3305 0
c 0 0 29.9564

Atoms and the computed forces on them: element, x, y, z (angstrom), force x, y, z (eV/angstrom)
Si 0.353 -0.099 0.092 -0.003 0.015 -0.066
Si 3.05 2.457 0.177 -0.011 0.011 -0.066
Si -0.382 5.732 -0.12 0.012 -0.011 -0.076
Si 2.319 8.542 0.002 0.011 -0.008 -0.071
Si 0.037 10.736 -0.194 -0.01 0.01 -0.072
Si 2.483 13.94 0.11 0.015 -0.011 -0.074
Si 5.163 0.191 0.162 0.008 -0.011 -0.059
Si 7.966 3.073 0.235 0.008 -0.002 -0.063
Si 5.764 5.347 0.089 -0.002 0.014 -0.079
Si 7.985 8.273 0.693 0.005 -0.009 -0.043
Si 5.84 10.448 0.081 -0.005 0.003 -0.08
Si 8.452 13.229 0.057 -0.011 0.007 -0.058
Si 11.173 -0.218 -0.093 -0.006 0.014 -0.063
Si 13.312 2.877 -0.011 0.004 -0.011 -0.086
Si 11.113 5.144 0.264 -0.004 0.004 -0.061
Si 13.614 7.835 0.058 -0.016 0.004 -0.06
Si 10.631 10.987 -0.147 0.007 -0.015 -0.069
Si 13.347 13.83 -0.223 0.01 -0.014 -0.074
Si 1.474 1.352 1.514 0.001 0.001 0.003
Si 4.15 4.144 1.351 0.002 -0.001 0.004
Si 1.237 6.85 1.229 -0.002 0.001 0.005
Si 4.022 9.543 1.308 0.001 0 0.006
Si 1.249 12.276 1.22 0 0 0.007
Si 4.031 14.998 1.505 0 0 0.003
Si 6.789 1.388 1.369 0 0.001 0.002
Si 9.493 4.129 1.595 0.001 0 0.004
Si 6.648 6.771 1.742 0.003 -0.001 0.002
Si 9.631 9.608 1.529 -0.001 0.001 0.004
Si 6.838 12.163 1.367 0 -0.001 0.003
Si 9.579 14.935 1.238 0.001 0 0.004
Si 12.241 1.301 1.345 -0.001 0.001 0.005
Si 14.973 4.043 1.225 -0.002 0.001 0.005
Si 12.242 6.723 1.547 0.001 -0.001 0.003
Si 14.861 9.52 1.185 0.002 -0.002 0.004
Si 12.218 12.236 1.147 -0.002 0 0.004
Si 14.953 14.997 1.161 0 0.001 0.005
Si 0.005 2.754 2.673 0 0 -0.001
Si 2.747 0.002 2.914 0 0 0.001
Si -0.091 8.192 2.644 0 0 0
Si 2.661 5.493 2.611 -0.001 0 -0.002
Si -0.071 13.631 2.618 0 0 0.001
Si 2.677 10.96 2.631 0 0.001 0.001
Si 5.468 2.764 2.779 0 -0.001 0
Si 8.192 -0.03 2.635 0 0 -0.002
Si 5.234 8.197 2.861 -0.001 0.002 -0.001
Si 8.157 5.47 2.96 0.001 0.001 -0.001
Si 5.461 13.571 2.695 0 0 -0.001
Si 8.18 10.91 2.84 0 -0.001 0
Si 10.878 2.646 2.771 0 -0.001 -0.002
Si 13.653 -0.015 2.658 0.002 0 -0.001
Si 10.925 8.168 2.829 -0.001 -0.001 -0.001
Si 13.661 5.338 2.772 0.001 0 -0.001
Si 10.913 13.586 2.64 0 0 0
Si 13.572 10.906 2.578 0 0 -0.001
Si 1.351 4.126 4.031 0.001 0 0
Si 4.12 1.409 4.165 0 0 -0.001
Si 1.327 9.54 3.995 -0.001 0 0
Si 3.937 6.785 4.144 0 -0.001 0
Si 1.297 14.94 4.088 0 -0.001 0
Si 4.055 12.256 4.057 -0.001 0 0
Si 6.801 4.056 4.212 -0.001 0 0
Si 9.506 1.3 4.095 0 0 0
Si 6.757 9.52 4.12 0 0 0.001
Si 9.543 6.849 4.207 0.001 0 0.001
Si 6.825 14.964 4.035 0 0.001 0.001
Si 9.553 12.301 4.108 0.001 0 0
Si 12.258 4.019 4.118 0 0.001 0.001
Si 14.978 1.372 4.037 0 0 0.001
Si 12.305 9.563 4.075 0.001 0.001 0
Si 14.971 6.798 4.079 0 0.001 0
Si 12.275 14.949 4.015 0 0 0.001
Si 14.936 12.25 3.989 0 0.001 0
Si -0.015 0.021 5.427 0 0 0.001
Si 2.703 2.772 5.437 0 0 0
Si 0.013 5.463 5.445 0.001 0.001 0.001
Si 2.63 8.187 5.466 0 0 0.001
Si -0.019 10.895 5.373 0 0 0
Si 2.697 13.61 5.432 0 0 0.001
Si 5.49 0.005 5.451 0 0.001 0.001
Si 8.181 2.68 5.502 0 0 0
Si 5.385 5.446 5.476 0 0 0
Si 8.129 8.184 5.5 0 0 0
Si 5.412 10.902 5.45 0 0 0.001
Si 8.172 13.641 5.45 0 0 0
Si 10.904 -0.041 5.421 0 0 0.001
Si 13.628 2.688 5.466 0 0 0
Si 10.915 5.425 5.48 0 0 0
Si 13.622 8.168 5.446 0 0.001 0.001
Si 10.918 10.905 5.423 0 0 0.001
Si 13.619 13.608 5.393 0 0 0
Si 1.342 1.402 6.784 0 0 0
Si 4.055 4.081 6.841 0 0 0.001
Si 1.338 6.804 6.85 0 0 0.001
Si 4.064 9.518 6.803 0 0 0.001
Si 1.351 12.225 6.775 0 0 0.001
Si 4.071 14.995 6.779 0 0 0
Si 6.819 1.349 6.861 0 0 0
Si 9.536 4.078 6.839 0 0 0.001
Si 6.771 6.795 6.829 0 0 0.001
Si 9.55 9.543 6.782 0 0.001 0
Si 6.8 12.259 6.792 0 0 0
Si 9.53 14.979 6.815 0 0 0.001
Si 12.248 1.334 6.804 0 0 0.001
Si 14.981 4.091 6.81 0 0 0.001
Si 12.262 6.803 6.827 0 0.001 0.001
Si 14.991 9.527 6.785 0 0 0
Si 12.27 12.266 6.774 0 0 0.001
Si 14.967 14.979 6.769 0 0 0.001
Si 0.008 2.749 8.193 0 0 0
Si 2.719 0.062 8.136 0 0 0.001
Si -0.013 8.165 8.186 0 0 0.001
Si 2.712 5.428 8.202 0 0 0
Si 0.007 13.617 8.119 0 0 0
Si 2.718 10.883 8.161 0 0 0.001
Si 5.435 2.728 8.198 0 0 0
Si 8.192 0.014 8.201 0 0 0.001
Si 5.427 8.156 8.185 0 0 0
Si 8.142 5.44 8.192 0 0 0
Si 5.429 13.626 8.136 0 0 0.001
Si 8.202 10.888 8.127 0 0 0.001
Si 10.908 2.721 8.18 0 0 0
Si 13.625 -0.007 8.156 0 0 0.001
Si 10.868 8.157 8.168 0 0 0.001
Si 13.627 5.449 8.194 0 0.001 0.001
Si 10.906 13.611 8.136 0 0 0.001
Si 13.619 10.898 8.124 0 0 0.001
Si 1.362 4.092 9.603 0 0 0
Si 4.052 1.402 9.562 -0.001 0 0.001
Si 1.375 9.508 9.52 0 0 0
Si 4.086 6.764 9.548 0.001 0 0.001
Si 1.368 15.002 9.46 0 0 0
Si 4.091 12.257 9.513 0.001 0 0.001
Si 6.791 4.088 9.576 0 0 0.001
Si 9.545 1.388 9.558 0 0 0.001
Si 6.876 9.498 9.483 0 0 0
Si 9.497 6.808 9.562 0 0 0.001
Si 6.78 14.987 9.5 0 0 0.001
Si 9.568 12.233 9.486 0 0 0
Si 12.261 4.081 9.556 0 0.001 0.001
Si 14.967 1.375 9.527 0 0 0
Si 12.26 9.528 9.479 0 0.001 0.001
Si 14.985 6.805 9.57 0 0.001 0
Si 12.257 14.973 9.495 0 0 0
Si 14.968 12.267 9.482 0 0 0.001
Si -0.009 -0.02 10.848 0.001 0 0
Si 2.725 2.753 11.002 0 0 0
Si 0.008 5.458 10.976 0.001 -0.001 0
Si 2.702 8.098 10.872 0.001 0 0.001
Si 0.017 10.915 10.82 0 0.001 0.001
Si 2.735 13.681 10.842 0 0.001 0
Si 5.398 -0.001 10.878 -0.001 0.001 0
Si 8.155 2.726 10.925 0 0 0
Si 5.442 5.446 10.972 0.001 0.001 0.001
Si 8.146 8.153 10.982 0 0.001 0
Si 5.548 10.884 10.783 0.001 0 0
Si 8.206 13.633 10.769 0 0 0.001
Si 10.973 0.054 10.865 0.001 0 0
Si 13.635 2.734 10.932 0.001 0 0
Si 10.867 5.438 10.899 0 0.001 0
Si 13.625 8.214 10.863 -0.001 0 0
Si 10.906 10.849 10.867 0 -0.001 0.001
Si 13.574 13.591 10.852 -0.001 0 0
Si 1.359 1.274 12.257 -0.001 0 0
Si 4.069 4.174 12.409 0 -0.002 -0.001
Si 1.332 6.842 12.368 -0.001 0.002 0
Si 4.22 9.42 12.031 -0.002 0.001 0
Si 1.347 12.327 12.134 0 0 -0.001
Si 4.089 14.972 12.3 0.001 0 -0.001
Si 6.739 1.35 12.229 0.001 0 -0.001
Si 9.518 4.075 12.302 0 0 -0.001
Si 6.781 6.778 12.402 0 -0.001 -0.001
Si 9.568 9.527 12.292 0 0 -0.001
Si 6.911 12.271 12.135 0 0.001 -0.001
Si 9.58 14.993 12.089 0 0 -0.001
Si 12.295 1.388 12.321 0 0.001 -0.001
Si 14.999 4.059 12.334 -0.001 0.001 -0.001
Si 12.268 6.838 12.181 0.001 0 0
Si 14.999 9.597 12.209 0.001 0 0
Si 12.264 12.188 12.233 0.001 0.001 -0.001
Si 14.894 14.987 12.187 -0.001 -0.001 0
Si 0.026 2.61 13.652 0 0 0.002
Si 2.664 -0.087 13.718 0.003 -0.001 0.003
Si -0.005 8.335 13.667 -0.001 0 0.003
Si 2.676 5.555 13.851 -0.002 0 0.006
Si -0.134 13.583 13.516 0.001 0.003 0.002
Si 2.932 10.939 13.138 0.002 0 0.003
Si 5.412 2.688 13.682 0 -0.001 0.006
Si 8.213 -0.027 13.431 0 0 0.004
Si 5.377 8.186 13.705 0.003 -0.001 0.004
Si 8.17 5.403 13.757 -0.001 0.003 0.004
Si 5.594 13.621 13.525 0 0.001 0.004
Si 8.254 10.987 13.589 0.001 -0.001 0.004
Si 10.927 2.741 13.678 0 0.001 0.001
Si 13.632 0.007 13.695 0.001 0 0.002
Si 10.962 8.162 13.625 -0.002 0.001 0.004
Si 13.632 5.53 13.573 0 0 0.004
Si 10.859 13.604 13.457 0 0 0.003
Si 13.684 10.9 13.648 -0.001 -0.001 0.004
Si 1.561 3.764 14.981 0.011 -0.004 -0.063
Si 3.798 1.537 14.992 -0.01 0.008 -0.067
Si 1.626 9.792 14.599 0.001 -0.01 -0.041
Si 3.6 7.399 15.159 -0.001 0.012 -0.082
Si 0.988 15.024 14.915 0.002 0.011 -0.056
Si 4.436 11.954 14.617 0.011 -0.004 -0.045
Si 7.067 3.705 15.029 0.012 0.001 -0.081
Si 9.309 1.466 14.831 -0.001 0.009 -0.057
Si 6.634 9.831 14.782 -0.015 0.012 -0.055
Si 9.851 6.568 14.94 0.011 -0.014 -0.058
Si 7.193 14.751 14.824 0.011 -0.016 -0.061
Si 9.417 12.564 14.971 -0.015 0.008 -0.06
Si 12.088 4.398 14.926 -0.011 0.011 -0.054
Si 15.257 1.063 15.09 0.006 -0.008 -0.066
Si 12.572 9.316 14.933 0.009 -0.015 -0.057
Si 14.747 7.094 14.945 -0.01 0.016 -0.059
Si 12.363 14.707 14.816 0.008 -0.001 -0.055
Si 14.679 12.555 15.055 -0.009 0 -0.087
Si 20.444 5.118 21.495 -0.049 0.004 -0.148
Si 14.763 -16.258 21.56 0.028 0.012 -0.145
Si -4.225 7.179 25.336 -0.001 -0.018 -0.165
Si 2.659 7.746 27.011 -0.005 0.018 -0.132
Si 14.227 26.6 21.877 0.01 0.009 -0.164
Si -10.664 26.616 20.911 0 -0.015 -0.135
Si 6.538 12.234 23.234 0.007 -0.009 -0.169
Si 19.962 19.913 18.854 0.013 0.001 -0.142
Si 9.152 1.241 24.971 0.017 0.011 -0.173
Si 7.835 24.191 23.714 -0.012 -0.004 -0.161
Si 10.929 27.171 17.126 -0.01 -0.004 -0.164
Si 25.869 5.608 24.82 -0.003 0.011 -0.138
Si 2.844 -9.98 17.835 0.004 0.015 -0.166
Si 22.354 9.921 27.151 0.029 0.008 -0.154
Si 13.769 2.443 26.813 -0.032 0.004 -0.173
Si 19.67 26.82 25.86 -0.005 0.029 -0.164
Si 0.519 14.505 26.149 0.014 -0.001 -0.155
Si 0.121 1.047 27.199 -0.01 -0.011 -0.133
Si 6.026 7.414 21.476 -0.013 0.004 -0.14
Si -4.888 8.754 27.804 -0.005 -0.025 -0.159
Si 3.778 12.529 20.614 -0.02 0.021 -0.142
Si 1.213 15.89 21.243 -0.016 0.034 -0.158
Si 15.927 15.737 19 -0.002 -0.013 -0.143
Si 13.551 -4.512 24.559 -0.02 0 -0.188
Si 30.674 21.394 25.291 -0.028 0.003 -0.17
Si 18.104 14.088 23.564 0.011 -0.002 -0.18
Si 27.815 17.968 19.233 0.023 -0.018 -0.186
Si 1.261 11.769 19.145 -0.016 0.024 -0.169
Si 16.385 5.461 17.099 -0.007 0.008 -0.151
Si 33.347 5.414 26.884 -0.015 0.002 -0.143
Si 12.52 11.955 19.681 0 0.001 -0.195
Si 18.311 -9.623 20.631 0.004 -0.016 -0.138
Si 12.052 0.834 24.741 0.007 -0.012 -0.17
Si 22.238 19.629 23.177 -0.015 0.007 -0.185
Si 14.881 -4.027 27.363 -0.003 0.002 -0.19
Si -1.327 13.049 18.101 0.01 -0.018 -0.159
Si 8.64 8.645 16.928 0.011 -0.002 -0.164
Si -10.774 15.061 19.752 -0.022 0.022 -0.155
Si 11.127 0.199 16.793 -0.01 -0.015 -0.142
Si -3.258 47.338 23.386 -0.004 0.007 -0.15
Si -8.891 -11.425 26.639 0.018 -0.025 -0.136
Si 7.856 -1.851 21.392 -0.007 0.025 -0.128
Si 16.177 20.769 19.929 0.028 0.001 -0.169
Si 18.841 11.438 22.97 -0.011 -0.001 -0.188
Si 18.297 28.72 16.234 0.005 0.012 -0.138
Si 12.576 23.949 22.291 0.022 0.009 -0.141
Si 25.175 -12.651 22.891 -0.014 -0.006 -0.18
Si 18.786 2.982 27.222 0.021 -0.003 -0.129
Si 43.307 11.062 23.777 0 0.018 -0.145
Si 22.89 19.341 17.877 -0.015 0.001 -0.16
Si 9.404 6.636 28.422 -0.023 -0.001 -0.13
Si 24.375 26.806 25.156 0.021 0.012 -0.156
Si 17.24 9.602 21.041 0.001 -0.02 -0.141
Si 21.836 2.637 26.26 0.021 -0.003 -0.156
Si 7.952 8.831 19.798 0.001 -0.016 -0.173
Si -3.688 2.12 22.025 0.006 -0.024 -0.176
Si 10.117 8.84 21.716 -0.017 0.011 -0.15
Si -10.913 23.164 27.188 0.015 0.013 -0.13
Si 22.065 0.198 17.055 0.001 0.011 -0.162
Si 13.161 2.341 16.873 0.021 0.011 -0.139
Si 6.73 17.111 21.396 0.002 -0.017 -0.149
Si 27.027 13.448 21.872 0.01 -0.005 -0.152
Si 6.528 16.207 25.557 -0.006 0.01 -0.145
Si 17.678 1.715 19.355 0 0.016 -0.115
Si 8.685 19.032 19.932 -0.005 -0.001 -0.184
Si 13.901 4.789 22.161 0.023 -0.02 -0.183
Si 4.658 30.427 24.875 -0.009 -0.024 -0.153
Si 39.79 15.246 28.171 0 0.016 -0.142
Si 19.493 13.245 27.198 0.008 0 -0.16
Si 9.218 17.598 28.074 -0.018 0.009 -0.152
O -8.199 16.473 -1.497 0.002 -0.004 0.053
O -6.257 2.424 -10.814 -0.026 0.011 0.066
O 2.372 3.152 -1.132 0.011 -0.01 0.097
O 13.85 -3.207 -1.63 -0.03 0.033 0.097
O -3.705 8.211 -1.192 0.04 -0.012 0.081
O 7 9.3 -0.116 0.009 -0.005 0.041
O 6.119 18.245 -7.6 -0.013 0.046 0.086
O 4.43 17.164 -13.631 0.033 -0.023 0.079
O -5.425 6.079 -4.415 0.01 0.007 0.058
O 10.838 10.024 -7.412 0.005 0.025 0.076
O 9.149 2.374 -6.149 0.005 -0.043 0.091
O 2.818 11.722 -3.189 -0.006 0.022 0.065
O 4.103 1.32 -0.4 0.002 -0.004 0.037
O -8.094 5.792 -2.231 0.028 0.03 0.077
O -6.173 -3.936 -6.971 -0.003 -0.036 0.075
O 10.956 5.464 -14.494 -0.001 0 0.028
O 8.851 2.597 -1.054 -0.016 0.025 0.075
O 5.346 6.071 -1.325 0.001 -0.032 0.107
O 9.75 26.089 -12.712 -0.004 0 0.056
O 23.924 -4.557 -5.616 0.019 -0.027 0.078
O 4.93 26.585 -3.951 0.018 -0.014 0.066
O 7.748 3.5 -11.089 0.041 -0.006 0.093
O 11.279 7.788 -8.62 0.011 -0.005 0.057
O 17.555 9.652 -0.543 -0.004 0.002 0.033
O 12.257 -1.335 -0.646 -0.002 0.001 0.032
O 6.953 10.1 -10.018 -0.023 0.013 0.062
O 12.191 4.03 -0.185 -0.004 0.003 0.032
O 10.634 0.624 -1.409 0.027 -0.026 0.072
O 13.605 13.391 -5.772 0.013 -0.032 0.066
O 7.802 16.724 -5.236 -0.015 -0.008 0.063
O 14.766 6.81 -0.51 -0.002 0.005 0.032
O 23.214 4.201 -0.258 -0.001 -0.003 0.036
O 14.107 17.788 -7.937 -0.016 0.012 0.056
O 14.086 15.089 -7.759 -0.034 -0.03 0.079
O 17.695 12.548 -6.712 -0.005 0.019 0.062
O 22.055 15.639 -1.097 -0.027 0.02 0.071
O 5.311 6.067 20.968 0.014 0.006 0.049
O 0.634 14.992 20.011 0.025 0.004 0.083
O 7.492 -5.864 26.679 -0.04 -0.009 0.093
O 23.619 4.128 23.043 0.006 0.001 0.059
O 12.02 18.18 23.476 -0.019 -0.027 0.118
O 9.501 12.111 29.414 0.002 0.002 0.03
O 2.578 8.678 15.349 0.006 -0.009 0.033
O 7.795 1.41 20.34 -0.021 -0.021 0.073
O 2.72 19.024 15.461 0.002 0.001 0.036
O 3.849 23.337 16.736 -0.015 -0.023 0.105
O 6.096 10.979 22.311 0.018 0.038 0.094
O -1.693 18.108 16.459 -0.024 0.016 0.069
O 6.532 3.971 16.557 -0.011 -0.019 0.11
O 12.142 1.303 16.166 0 0.002 0.055
O 12.903 20.128 16.22 0.016 -0.031 0.066
O 11.634 -1.855 22.685 0.027 0.016 0.066
O 8.237 18.928 15.283 -0.008 0.003 0.035
O 8.969 8.228 22.641 -0.031 -0.016 0.088
O 11.561 11.226 18.567 0.04 0.026 0.121
O 5.497 10.901 15.294 0.002 -0.002 0.027
O 5.142 3.131 18.614 -0.025 0.005 0.059
O 7.079 14.496 19.949 0.03 -0.008 0.075
O 10.261 12.084 16.298 0.028 -0.027 0.077
O 8.281 13.667 15.425 0 0.002 0.028
O 17.698 -2.426 16.08 0.008 -0.029 0.058
O 9.435 -2.11 21.223 0.007 -0.008 0.048
O 11.818 1.44 20.797 0.026 0.013 0.126
O 6.513 -9.085 23.013 0.038 0.006 0.096
O 9.651 10.482 24.925 -0.027 -0.013 0.068
O 19.416 10.818 24.315 0.026 -0.031 0.141
O 16.987 4.206 16.268 -0.024 0.025 0.077
O 25.432 3.447 21.309 0.004 0.03 0.135
O 21.464 8.775 21.264 0.002 -0.007 0.045
O 5.459 16.402 20.668 0.019 0.022 0.068
O 15.343 14.649 17.955 0.01 0.026 0.065
O 15.3 6.295 16.249 0.03 -0.03 0.075
O -1.957 4.664 23.708 0.013 0.012 0.148
O 12.739 2.373 18.451 -0.033 -0.009 0.105
O 29.073 3.709 21.825 0.003 0.012 0.055
O 1.961 10.218 22.089 0.031 0.036 0.089
O 8.564 6.882 24.744 0.02 -0.03 0.069
O -2.76 18.712 28.41 -0.007 0.01 0.127
O 13.518 6.432 25.543 0.006 0.002 0.054
O 6.628 3.544 27.013 0.007 0.011 0.053
O 8.754 23.475 29.777 -0.025 0.024 0.069
O 5.257 15.55 18.247 -0.002 -0.043 0.12
O 8.638 20.842 25.617 -0.036 -0.004 0.082
O 2.609 18.689 18.585 -0.016 -0.01 0.048
O 10.024 24.283 27.724 -0.004 -0.006 0.056
O 3.672 -4.05 22.204 -0.017 -0.016 0.1
O 25.604 7.329 16.253 -0.022 0.034 0.073
O 16.733 2.92 19.887 -0.011 0.006 0.047
O -9.121 13.317 22.271 -0.022 -0.04 0.077
O 15.755 10.049 21.433 -0.03 0.005 0.055
O 7.417 9.214 16.056 0.034 -0.022 0.076
O 8.016 24.56 18.325 -0.022 0.006 0.136
O 25.494 18.054 26.523 0 -0.002 0.133
O 17.623 6.478 17.365 0.021 0.003 0.057
O 7.568 -0.418 22.103 0.008 -0.003 0.06
O 17.33 21.826 20.265 0.006 0.013 0.054
O 12.097 -6.18 16.247 -0.027 0.029 0.077
O 25.735 -7.03 20.341 0.035 -0.002 0.089
O 38.243 19.281 24.692 -0.012 -0.021 0.147
O 17.52 11.141 15.48 0.001 0.033 0.052
O 1.984 11.919 17.74 -0.018 -0.019 0.128
O 34.704 14.961 22.229 0.012 -0.045 0.106
O 14.258 27.374 23.309 -0.014 0.035 0.113
O 5.51 -5.586 28.457 -0.004 0.013 0.111
O 4.612 11.221 20.1 0.01 -0.004 0.058
O -2.775 12.859 18.802 -0.035 -0.015 0.077
O 13.627 3.919 26.173 0 -0.034 0.07
O 0.133 5.169 28.388 -0.022 0.009 0.11
O 16.252 17.208 28.8 0.005 -0.024 0.102
O 26.13 21.235 23.377 0.007 0.026 0.08
O -1.201 12.334 16.631 0.005 0.017 0.126
O 21.753 15.504 24.614 0.016 0.014 0.061
O 19.241 6.16 21.853 0.02 -0.006 0.063
O 4.001 2.868 26.773 -0.043 0.005 0.058
O 18.841 9.167 26.266 -0.007 -0.042 0.062
O -0.066 32.246 26.59 -0.004 0.034 0.061
O -3.023 6.252 21.914 -0.011 0.009 0.053
O 3.233 -11.546 17.861 0.008 -0.026 0.066
O 13.625 8.172 15.468 0 0 0.028
O 15.074 4.533 21.085 -0.063 0.01 0.105
O 18.143 4.302 26.556 0.001 -0.005 0.048
O 2.961 -8.38 28.586 -0.009 0.014 0.105
O 21.705 29.238 24.095 -0.031 0.033 0.079
O 6.279 5.931 26.146 -0.015 0.013 0.06
O 15.295 18.299 26.551 0.018 -0.007 0.053
O 3.515 12.539 15.814 -0.026 0.007 0.056
O 7.362 23.903 20.604 -0.021 -0.016 0.074
O 10.508 16.692 24.872 -0.021 0.004 0.055
O 19.498 14.201 24.323 0.036 0.004 0.078
O 32.184 -11.041 25.782 0.051 0.005 0.077
O 10.627 21.988 28.751 0.021 -0.016 0.07
O 26.02 0.635 16.2 0.022 -0.015 0.067
O 33.868 10.21 19.569 -0.004 -0.03 0.082
O 12.017 11.324 24.568 0.021 0.002 0.059
O 19.647 13.328 28.796 -0.017 0.017 0.113
O 16.095 28.694 19.078 0.022 -0.014 0.063
O 32.66 16.207 15.522 -0.003 0.001 0.036
O 20.837 13.912 20.202 -0.009 -0.025 0.052
O 6.697 17.757 17.505 0.009 0.019 0.062
O 17.652 23.224 26.758 0.005 0 0.042
O 3.549 4.104 20.374 0.017 0.033 0.105
O -15.732 14.602 24.53 -0.026 0.008 0.117
O 23.345 -1.268 26.58 0.016 -0.018 0.103
O -0.433 -2.997 26.675 -0.023 -0.025 0.07
O 1.971 17.163 20.582 0.003 -0.034 0.072
O 6.058 24.643 27.372 -0.005 -0.01 0.045
O 16.288 16.483 22.065 -0.008 -0.002 0.061
O 0.437 0.699 18.434 0.005 -0.001 0.059
O 12 8.494 26.287 -0.013 0.037 0.108
O 15.691 11.266 28.34 0.028 -0.031 0.093
O 11.229 16.576 18.407 0.003 0.025 0.099
O 13.622 8.803 22.072 -0.016 -0.021 0.049
O 18.303 -2.088 26.774 0.015 -0.009 0.067
O 11.588 -1.221 16.208 -0.015 0.023 0.065
O 20.292 6.943 26.492 0 0 0.046
O 1.12 -8.327 21.028 -0.011 0.025 0.047
O 12.028 7.668 23.806 -0.014 -0.014 0.129
O -0.657 4.874 18.434 -0.006 -0.025 0.117
O 2.923 7.005 19.318 -0.014 0.008 0.11
O 31.036 16.285 19.932 -0.018 0.011 0.097
O 2.237 12.571 20.142 0.044 0.006 0.078
O 13.392 27.331 20.675 0.031 -0.038 0.1
O 17.743 15.078 29.518 -0.003 0.002 0.038
O 23.698 25.502 24.496 -0.004 0.029 0.074
O 4.66 20.523 22.683 0.04 -0.036 0.085
O 12.975 15.884 24.444 -0.012 0.032 0.071
O 14.155 11.589 26.065 0.04 0.009 0.133
O 29.78 13.598 15.281 0.005 -0.004 0.035
O 22.22 17.409 26.434 -0.005 0.005 0.058
O 17.904 1.674 26.823 0 0.005 0.046
O 22.874 -0.755 16.049 -0.03 0.035 0.083
O 28.983 1.532 26.066 0.038 0.034 0.098
O 7.705 13.856 28.711 0.022 -0.029 0.067
O 11.549 45.47 20.65 -0.04 0.031 0.101
O 11.105 10.246 28.395 -0.012 0.035 0.077
O 20.85 13.729 26.452 -0.02 -0.013 0.093

Results
free energy: -283322.762 eV
free energy less fixed offsets of O -570.45, Si -639.56 eV per atom: -9.402 eV

The program warned: the cutoff lies below the one the program advises for these potential files; the forces do not sum to zero within the program's tolerance; empty levels may hold ghost states of the PAW files; the exchange-correlation potential is rough where the density is thin.
